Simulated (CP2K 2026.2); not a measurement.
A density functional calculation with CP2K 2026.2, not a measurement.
Periodic cell of 504 atoms, Si360O144, from a study of silicon, its oxide and their interface. The atomic structure is a simulated model.
Doubt: the forces sum to 1.09 eV/angstrom along one axis rather than to zero, so they err by at least 0.0022 eV/angstrom per atom on average; the grid cutoff is modest.

Settings: functional PBE; method Gaussian and plane waves; basis set DZVP-MOLOPT-SR-GTH; pseudopotentials GTH-PBE; grid cutoff 350 Ry, relative cutoff 50 Ry; k points Gamma only; occupations fixed; spin none; net charge 0.

Cell vectors (angstrom)
a	16.32	0	0
b	0	16.32	0
c	0.7209	-1.313	34.1521

Atoms and the computed forces on them: element, x, y, z (angstrom), force x, y, z (eV/angstrom)
Si	1.616	14.704	0.202	-0.059	0.117	0.791
Si	4.343	1.231	0.063	-0.14	0.012	0.678
Si	0.903	4.329	0.071	0.353	-0.154	0.704
Si	4.327	6.569	0.13	-0.122	0.076	0.685
Si	0.964	9.734	0.057	0.273	-0.062	0.709
Si	3.771	12.462	0.027	0.139	-0.125	0.704
Si	6.445	15.227	0.046	0.158	-0.045	0.763
Si	10.493	-0.207	34.035	-0.223	0.233	0.744
Si	6.492	4.299	0.101	0.214	-0.075	0.752
Si	10.137	5.606	34.028	0.249	-0.157	0.734
Si	7.94	7.881	34.073	-0.245	0.101	0.804
Si	9.784	11.906	0.225	0.09	0.114	0.717
Si	12.022	15.228	0.164	0.111	-0.12	0.782
Si	14.725	1.643	0.095	0.075	-0.199	0.789
Si	12.541	3.878	0.033	-0.208	0.131	0.791
Si	15.155	6.722	0.143	-0.294	0.119	0.713
Si	12.831	8.552	34.137	0.074	-0.278	0.709
Si	15.214	12.099	0.128	-0.166	0.132	0.779
Si	2.771	0.037	1.37	0.008	-0.026	-0.056
Si	5.437	2.734	1.471	0	-0.005	-0.052
Si	2.664	5.395	1.298	-0.039	0.001	-0.023
Si	5.548	8.167	1.299	0.025	0.021	-0.051
Si	2.664	10.84	1.302	-0.026	0.018	-0.059
Si	5.374	13.594	1.343	0.008	0.015	-0.043
Si	8.141	0.029	1.252	0.004	0.003	-0.035
Si	10.883	2.714	1.246	0.028	-0.016	-0.066
Si	8.197	5.432	1.263	-0.008	0.016	-0.051
Si	10.954	8.155	1.212	-0.008	0.012	-0.044
Si	8.213	10.723	1.434	-0.009	0.01	-0.046
Si	10.882	13.605	1.406	-0.005	-0.008	-0.013
Si	13.599	0.059	1.428	-0.012	0.009	-0.048
Si	16.248	2.753	1.471	0.001	-0.011	-0.073
Si	13.611	5.463	1.388	-0.001	-0.024	-0.042
Si	16.284	8.214	1.505	0.003	-0.005	-0.061
Si	13.602	10.967	1.408	0.023	-0.003	-0.038
Si	0.052	13.581	1.503	0.007	-0.017	-0.037
Si	1.363	1.368	2.716	0.007	-0.013	0.005
Si	3.995	4.067	2.74	0.001	0.016	0.026
Si	1.398	6.809	2.729	0.01	-0.009	0.014
Si	4.112	9.516	2.622	-0.007	-0.012	0.016
Si	1.381	12.17	2.804	0.022	0.007	0.039
Si	4.083	14.964	2.767	-0.022	-0.015	0.045
Si	6.866	1.376	2.726	-0.003	-0.016	0.026
Si	9.533	4.066	2.633	0.004	-0.003	0
Si	6.859	6.787	2.693	-0.004	-0.016	0.032
Si	9.593	9.401	2.748	0.04	-0.017	0.026
Si	6.798	12.206	2.641	0.006	0.02	0.006
Si	9.453	14.964	2.682	-0.014	0.025	0.02
Si	12.205	1.409	2.74	-0.013	0.017	0.045
Si	14.933	4.131	2.818	-0.017	0.013	0.037
Si	12.223	6.818	2.68	-0.003	0.008	0.018
Si	14.886	9.552	2.799	-0.005	0.009	0.022
Si	12.262	12.301	2.784	0.003	-0.003	0.022
Si	14.966	14.986	2.748	-0.012	-0.009	0.004
Si	16.33	0.015	4.092	0.001	0.01	0.006
Si	2.691	2.709	4.117	-0.001	0.008	0.009
Si	16.339	5.477	4.116	0.011	-0.002	-0.011
Si	2.775	8.17	4.049	-0.008	0.001	0.002
Si	16.3	10.864	4.146	0.009	0.011	-0.008
Si	2.727	13.589	4.119	-0.012	0.009	-0.017
Si	5.481	0.004	4.079	-0.005	-0.01	-0.013
Si	8.201	2.742	4.069	-0.002	-0.015	0.009
Si	5.434	5.441	4.033	0.016	0	-0.017
Si	8.195	8.104	4.108	-0.004	-0.002	-0.007
Si	5.435	10.878	4.026	-0.003	-0.007	-0.004
Si	8.128	13.579	4.04	0.008	-0.003	0.013
Si	10.842	0.004	4.054	0.019	-0.012	-0.022
Si	13.563	2.747	4.126	-0.013	0.005	-0.003
Si	10.865	5.438	4.029	-0.002	-0.002	-0.01
Si	13.553	8.153	4.107	0.006	-0.002	-0.003
Si	10.898	10.865	4.076	-0.013	-0.007	-0.013
Si	13.62	13.637	4.131	-0.006	0.003	0.006
Si	1.405	14.954	16.289	0.005	-0.011	-0.011
Si	4.097	1.363	16.334	-0.002	0.01	-0.006
Si	1.375	4.098	16.306	-0.003	0.009	-0.01
Si	4.066	6.796	16.359	-0.002	-0.008	-0.006
Si	1.351	9.515	16.352	-0.001	0.006	-0.012
Si	4.045	12.219	16.318	-0.005	-0.006	-0.01
Si	6.8	14.974	16.329	0.017	0.006	-0.001
Si	9.514	1.375	16.301	0.009	0.003	-0.014
Si	6.792	4.088	16.334	0.007	-0.003	-0.006
Si	9.503	6.786	16.32	-0.007	-0.007	-0.006
Si	6.785	9.514	16.33	0.001	0.011	-0.009
Si	9.495	12.231	16.306	-0.005	-0.011	-0.012
Si	12.253	14.962	16.285	0.003	0.003	-0.007
Si	14.981	1.378	16.287	0.016	-0.011	-0.01
Si	12.238	4.088	16.329	0.011	-0.009	0.003
Si	14.938	6.786	16.326	-0.002	-0.002	-0.001
Si	12.25	9.503	16.292	-0.008	-0.001	-0.014
Si	14.985	12.222	16.317	-0.008	0.01	-0.003
Si	2.718	0.013	17.677	-0.003	-0.021	0.013
Si	5.457	2.719	17.707	-0.006	0.004	-0.002
Si	2.72	5.415	17.721	-0.012	-0.004	0.018
Si	5.411	8.183	17.71	0.007	-0.001	-0.009
Si	2.699	10.875	17.739	-0.011	0.006	-0.005
Si	5.408	13.593	17.631	0.002	0.003	0.004
Si	8.157	0.047	17.684	-0.01	-0.003	-0.003
Si	10.878	2.713	17.667	-0.013	-0.004	0.02
Si	8.128	5.458	17.704	0.008	0.003	0.016
Si	10.895	8.136	17.643	-0.003	0.026	-0.014
Si	8.162	10.853	17.686	0	0.006	0.007
Si	10.851	13.624	17.618	-0.007	-0.01	-0.014
Si	13.648	-0.011	17.62	-0.021	0.005	0.024
Si	16.32	2.762	17.646	0.008	-0.008	-0.005
Si	13.589	5.434	17.72	0.007	0.003	0.014
Si	16.291	8.143	17.681	0.023	0.022	0.008
Si	13.602	10.857	17.653	0.016	0.007	0.014
Si	16.428	13.544	17.64	0.026	-0.015	-0.024
Si	1.391	1.462	18.998	0.01	0.012	-0.025
Si	4.133	4.083	19.089	0.001	0.003	-0.032
Si	1.292	6.751	19.044	-0.024	-0.005	-0.032
Si	4.023	9.493	19.106	0.002	0.001	0.005
Si	1.357	12.205	19.159	-0.024	0.026	-0.011
Si	4.05	14.923	19.014	-0.004	-0.007	-0.036
Si	6.795	1.365	19.101	0.007	0.009	-0.01
Si	9.48	4.055	19.027	0.013	-0.023	-0.041
Si	6.79	6.869	19.073	0.022	-0.007	-0.018
Si	9.579	9.489	19.017	-0.006	0	-0.032
Si	6.747	12.226	18.979	-0.006	-0.018	-0.039
Si	9.542	15.012	18.997	0.016	-0.001	-0.017
Si	12.28	1.334	18.978	0.003	0.003	-0.033
Si	14.956	4.053	19.066	-0.003	-0.006	-0.004
Si	12.199	6.795	19.061	-0.012	-0.003	0.003
Si	14.935	9.496	19.052	-0.016	-0.009	-0.039
Si	12.215	12.261	18.929	-0.007	-0.03	-0.019
Si	15.114	14.97	18.895	0.029	0.026	-0.025
Si	16.368	0.082	20.299	-0.01	-0.012	0.042
Si	2.762	2.737	20.452	-0.005	-0.017	0.034
Si	16.258	5.404	20.47	0.002	0.02	0.04
Si	2.617	8.109	20.423	-0.001	0.002	0.081
Si	16.263	10.824	20.497	0.011	-0.004	0.056
Si	2.738	13.603	20.488	-0.001	-0.009	0.06
Si	5.396	-0.039	20.378	-0.013	0.004	0.067
Si	8.143	2.733	20.478	0.008	0.021	0.063
Si	5.447	5.512	20.449	-0.006	0.004	0.036
Si	8.227	8.174	20.429	0.012	-0.006	0.048
Si	5.399	10.877	20.417	0.023	0.017	0.052
Si	8.107	13.668	20.244	-0.026	-0.002	0.046
Si	10.964	-0.025	20.373	0.008	-0.001	0.058
Si	13.61	2.669	20.398	-0.007	-0.012	0.056
Si	10.836	5.41	20.387	-0.021	-0.018	0.049
Si	13.539	8.154	20.425	0.009	0.021	0.047
Si	10.908	10.903	20.349	0.015	0.019	0.027
Si	13.719	13.59	20.118	-0.008	-0.008	0.03
Si	1.601	15.317	21.644	0.009	-0.184	-0.709
Si	3.89	1.111	21.754	0.063	0.165	-0.728
Si	1.585	4.304	21.751	-0.186	-0.138	-0.725
Si	3.786	6.58	21.761	0.16	0.086	-0.713
Si	0.944	9.096	21.759	0.14	0.231	-0.794
Si	4.341	12.449	21.803	-0.278	-0.121	-0.741
Si	6.541	14.698	21.656	0.106	0.121	-0.762
Si	9.826	1.577	21.654	-0.15	-0.127	-0.756
Si	7.015	4.386	21.78	-0.059	-0.196	-0.721
Si	9.315	6.535	21.779	0.076	0.192	-0.737
Si	7.129	9.875	21.621	-0.247	-0.247	-0.723
Si	9.316	12.165	21.493	0.209	0.085	-0.717
Si	12.706	15.131	21.49	-0.231	0.096	-0.673
Si	14.798	1.112	21.721	0.114	0.215	-0.73
Si	12.004	3.826	21.651	0.204	0.147	-0.784
Si	14.982	6.907	21.798	-0.158	-0.245	-0.724
Si	12.449	9.778	21.733	-0.195	-0.128	-0.731
Si	14.61	12.047	21.639	0.251	0.007	-0.723
Si	5.491	2.713	24.006	-0.008	0.033	-0.147
Si	5.956	13.141	28.02	0.003	0.02	-0.088
Si	5.644	-0.411	26.838	-0.031	-0.056	-0.017
Si	10.601	8.456	23.865	-0.001	-0.08	-0.1
Si	12.049	4.934	26.657	0.001	-0.042	-0.085
Si	7.22	2.089	26.397	-0.074	-0.011	-0.132
Si	13.013	10.027	27.375	0.005	0.089	-0.051
Si	14.304	12.12	29.284	0.026	-0.003	-0.138
Si	11.143	12.375	26.27	-0.033	-0.064	0.099
Si	8.009	12.267	25.738	0.113	0.104	-0.05
Si	9.812	0.188	24.39	0.02	0.067	-0.056
Si	3.861	5.501	31.531	0.083	0.02	0.05
Si	1.422	13.877	26.043	0.007	-0.072	-0.051
Si	2.348	7.956	31.261	-0.064	-0.05	0.118
Si	11.94	0.947	28.838	-0.055	-0.07	0.006
Si	8.117	11.787	29.47	0.06	-0.081	0.034
Si	7.063	8.065	31.16	-0.034	0.024	0.088
Si	1.683	9.291	24.806	-0.15	0.095	-0.087
Si	3.722	4.475	25.948	0.101	-0.079	0.03
Si	0.858	11.75	28.294	-0.038	0.028	-0.088
Si	6.54	5.087	30.419	-0.016	0.016	0.038
Si	6.723	7.552	26.23	-0.015	-0.057	-0.003
Si	4.04	7.282	24.705	0.155	0	-0.159
Si	14.658	12.696	32.127	0.159	0.044	0.187
Si	10.405	2.238	26.411	0.104	0.075	-0.039
Si	16.487	13.415	23.554	-0.039	0.002	-0.124
Si	6.218	4.894	27.407	-0.02	0.038	-0.016
Si	8.843	12.179	32.232	-0.028	0.072	0.054
Si	10.958	7.838	26.994	-0.014	0.032	-0.059
Si	4.502	1.044	31.361	-0.02	0.051	0.184
Si	11.091	13.715	23.595	-0.082	0.025	-0.108
Si	9.777	0.372	30.958	0.024	-0.04	0.183
Si	14.285	6.857	32.012	0.097	0.057	0.082
Si	10.077	13.822	30.241	-0.063	-0.013	-0.038
Si	4.627	9.989	31.314	0.038	-0.085	0.156
Si	7.369	15.01	24.575	-0.039	-0.025	-0.053
Si	16.081	2.955	23.943	0.008	-0.004	-0.193
Si	2.851	15.152	30.135	-0.019	-0.026	0.109
Si	13.229	3.598	29.272	-0.053	0.084	0.094
Si	8.251	8.853	28.472	0.021	-0.025	-0.02
Si	16.175	7.225	29.549	-0.021	-0.056	-0.019
Si	12.148	4.501	31.94	-0.078	-0.05	0.131
Si	12.392	14.256	28.436	-0.004	-0.031	-0.017
Si	2.571	11.991	24.231	0.068	-0.019	-0.1
Si	7.894	9.495	24.319	-0.036	-0.035	-0.082
Si	2.594	0.07	27.228	0.038	0.007	-0.048
Si	16.289	4.07	29.311	0.067	0.04	0.031
Si	1.167	2.843	26.706	0.008	-0.003	-0.061
Si	2.156	3	31.36	-0.055	-0.091	-0.012
Si	7.402	2.263	31.302	-0.089	-0.001	0.151
Si	3.596	12.192	29.426	-0.033	0.001	-0.06
Si	13.711	5.068	23.987	0.006	0.038	-0.126
Si	15.89	9.164	26.981	-0.014	-0.096	0.112
Si	16.884	14.836	32.145	-0.032	-0.045	0.122
Si	1.358	14.962	5.454	-0.004	-0.017	0.006
Si	4.094	1.354	5.435	0	-0.015	0.008
Si	1.351	4.086	5.466	0.001	0.007	0.016
Si	4.109	6.807	5.423	0	-0.008	0.006
Si	1.382	9.497	5.438	-0.003	-0.008	0.008
Si	4.103	12.226	5.441	0.004	0.01	0.007
Si	6.805	14.942	5.438	0.002	0.003	0.004
Si	9.525	1.368	5.442	0.002	0.003	0.008
Si	6.797	4.084	5.407	0	0.009	0.004
Si	9.53	6.757	5.46	-0.004	-0.01	0.015
Si	6.808	9.516	5.398	0.003	0.014	0.002
Si	9.509	12.231	5.404	0.007	0.007	0.01
Si	12.219	14.987	5.439	-0.009	0.009	0.003
Si	14.954	1.373	5.445	-0.006	-0.004	0
Si	12.211	4.11	5.451	0	0.009	0.009
Si	14.954	6.819	5.455	-0.002	-0.008	0.016
Si	12.229	9.523	5.472	-0.012	-0.006	0.002
Si	14.965	12.258	5.482	-0.003	-0.007	0.008
Si	2.731	0	6.801	0.003	-0.004	0
Si	5.448	2.724	6.786	0.006	-0.001	-0.005
Si	2.737	5.449	6.791	0.002	-0.008	0.004
Si	5.457	8.167	6.786	0.002	-0.002	-0.005
Si	2.73	10.873	6.796	-0.001	0.003	-0.003
Si	5.449	13.591	6.806	0	0.001	0.004
Si	8.163	-0.004	6.792	0.003	-0.007	-0.002
Si	10.874	2.729	6.81	-0.005	0	0.003
Si	8.149	5.42	6.805	0.007	-0.002	0.002
Si	10.871	8.15	6.812	-0.001	-0.003	0.004
Si	8.154	10.878	6.778	-0.004	0.003	-0.004
Si	10.868	13.597	6.778	0.004	-0.005	-0.003
Si	13.592	0.012	6.804	-0.003	0	-0.003
Si	16.31	2.726	6.816	-0.001	0.007	-0.001
Si	13.593	5.452	6.808	-0.007	0.007	-0.002
Si	16.33	8.161	6.81	0.005	-0.001	0.001
Si	13.599	10.884	6.82	0.007	0.006	0.001
Si	16.326	13.614	6.829	-0.006	0.006	0.004
Si	1.365	1.362	8.159	-0.005	-0.001	-0.008
Si	4.09	4.084	8.151	0.004	0.009	-0.005
Si	1.368	6.794	8.161	-0.007	-0.003	-0.004
Si	4.09	9.515	8.155	0.004	0.002	-0.008
Si	1.372	12.238	8.161	-0.002	0.006	-0.001
Si	4.085	14.954	8.16	-0.004	-0.007	0.002
Si	6.801	1.358	8.15	-0.004	-0.008	-0.002
Si	9.508	4.072	8.172	-0.012	-0.01	0
Si	6.802	6.803	8.155	0.004	-0.001	0.001
Si	9.506	9.52	8.154	-0.002	-0.005	-0.002
Si	6.809	12.233	8.16	0.001	0	-0.003
Si	9.522	14.957	8.153	0.004	0.003	-0.005
Si	12.241	1.371	8.166	0.01	0.009	0
Si	14.95	4.085	8.168	-0.003	-0.006	0.002
Si	12.24	6.806	8.174	0.006	0.002	-0.003
Si	14.969	9.525	8.168	0.007	0.008	0
Si	12.227	12.247	8.159	-0.006	-0.005	-0.003
Si	14.951	14.97	8.17	0	-0.006	-0.004
Si	16.323	0.006	9.522	-0.005	-0.002	0.001
Si	2.725	2.726	9.514	0.001	0	0.001
Si	16.323	5.439	9.52	0.001	-0.005	0.001
Si	2.728	8.158	9.516	-0.004	0	-0.001
Si	16.327	10.884	9.523	0.002	0.001	-0.001
Si	2.727	13.596	9.522	-0.002	-0.004	-0.001
Si	5.444	0.001	9.514	0.001	0.003	-0.004
Si	8.153	2.711	9.526	0.008	0	-0.003
Si	5.442	5.443	9.517	-0.001	0.002	-0.001
Si	8.155	8.162	9.521	-0.003	0.004	-0.001
Si	5.445	10.876	9.518	-0.002	0.005	0.003
Si	8.167	13.598	9.517	0.002	0.005	-0.003
Si	10.88	-0.001	9.516	0.003	-0.006	-0.003
Si	13.599	2.723	9.53	-0.002	0.001	0.002
Si	10.873	5.441	9.522	-0.001	0	-0.002
Si	13.605	8.165	9.526	0.002	-0.006	-0.004
Si	10.871	10.879	9.516	-0.002	0	-0.003
Si	13.592	13.603	9.521	0.001	0.001	0.001
Si	1.364	14.959	10.877	0.002	-0.005	-0.002
Si	4.084	1.364	10.873	0.001	-0.007	-0.002
Si	1.364	4.081	10.882	-0.006	0.004	0.001
Si	4.08	6.797	10.882	0	-0.004	0
Si	1.369	9.519	10.875	-0.007	0.002	0
Si	4.085	12.235	10.879	0	0.006	0
Si	6.807	14.961	10.872	-0.001	-0.008	-0.001
Si	9.519	1.354	10.879	-0.002	-0.004	0
Si	6.798	4.082	10.879	0.003	-0.004	-0.001
Si	9.514	6.803	10.88	-0.004	0.006	-0.001
Si	6.796	9.517	10.887	-0.002	-0.004	0.001
Si	9.518	12.237	10.886	0.003	0.001	0
Si	12.238	14.963	10.884	-0.002	0.005	-0.003
Si	14.965	1.364	10.885	0.001	0.006	0.003
Si	12.235	4.083	10.881	0.002	-0.009	0
Si	14.964	6.801	10.879	0.004	0.003	-0.001
Si	12.236	9.522	10.879	0.004	0.005	0.001
Si	14.957	12.24	10.876	-0.001	0.003	0.001
Si	2.729	-0.001	12.233	-0.002	0.002	0.004
Si	5.438	2.726	12.239	-0.002	0.004	0.003
Si	2.718	5.443	12.247	-0.003	0	0.003
Si	5.435	8.155	12.246	-0.004	0.002	0.002
Si	2.726	10.873	12.24	0.002	0.003	0
Si	5.448	13.599	12.228	0.008	0.009	-0.005
Si	8.16	-0.001	12.241	0.005	0	-0.001
Si	10.876	2.721	12.235	0.001	0.004	-0.001
Si	8.153	5.444	12.241	0.006	-0.003	0
Si	10.873	8.161	12.239	-0.002	-0.006	-0.001
Si	8.153	10.88	12.248	-0.002	0.002	0.004
Si	10.882	13.597	12.243	0.001	-0.001	0.001
Si	13.601	0.003	12.242	0.002	-0.01	0.001
Si	16.327	2.721	12.245	-0.001	-0.009	0.005
Si	13.6	5.441	12.235	-0.001	0.001	0.001
Si	16.328	8.16	12.233	0.01	0.006	-0.001
Si	13.601	10.876	12.239	-0.002	-0.001	0
Si	16.32	13.598	12.232	-0.008	-0.003	-0.002
Si	1.374	1.357	13.597	0.007	-0.009	0.006
Si	4.079	4.082	13.606	-0.004	-0.001	0.003
Si	1.362	6.811	13.606	-0.012	0.005	0.002
Si	4.076	9.51	13.61	0.002	-0.005	0.008
Si	1.359	12.234	13.588	-0.006	0.005	0.006
Si	4.1	14.963	13.587	0.007	-0.022	-0.004
Si	6.802	1.369	13.596	0.003	-0.001	0.007
Si	9.518	4.084	13.594	-0.002	-0.006	-0.003
Si	6.788	6.793	13.608	0.004	0	0
Si	9.51	9.515	13.605	0.001	0.005	0.002
Si	6.786	12.241	13.605	-0.009	0.011	0
Si	9.518	14.956	13.599	0.004	-0.003	0.006
Si	12.24	1.37	13.595	-0.006	0.002	0
Si	14.965	4.088	13.596	0.002	0.003	0.004
Si	12.231	6.794	13.591	0.006	0.005	0.003
Si	14.966	9.51	13.592	0.003	-0.004	0
Si	12.244	12.234	13.601	0.007	0.001	0.004
Si	14.965	14.957	13.594	-0.001	0.007	0.001
Si	16.334	-0.008	14.949	-0.002	-0.008	0.001
Si	2.729	2.715	14.966	-0.008	-0.007	-0.004
Si	16.32	5.451	14.959	0.006	0.003	0
Si	2.717	8.16	14.987	0	0.007	0
Si	16.331	10.864	14.954	0.003	0.007	0.003
Si	2.738	13.592	14.926	0.002	0.018	0.002
Si	5.448	0.009	14.958	-0.004	-0.002	0.003
Si	8.153	2.739	14.956	0.008	0.006	-0.002
Si	5.424	5.443	14.979	-0.005	-0.005	0.007
Si	8.145	8.153	14.966	-0.004	-0.002	0.002
Si	5.429	10.873	14.968	0.002	0.01	-0.008
Si	8.146	13.605	14.958	0	-0.009	-0.006
Si	10.879	0.007	14.947	-0.008	-0.005	0.003
Si	13.599	2.736	14.953	0.002	0.001	0.005
Si	10.875	5.437	14.96	-0.003	0.006	0
Si	13.602	8.143	14.94	0.003	0.005	-0.002
Si	10.875	10.876	14.957	-0.001	-0.001	-0.004
Si	13.619	13.587	14.955	-0.005	-0.006	-0.002
O	11.592	12.766	24.778	0.289	-0.391	-0.253
O	7.679	2.216	32.898	0.116	-0.295	-0.181
O	11.646	9.611	33.707	0.062	-0.058	-0.307
O	5.264	7.825	25.603	-0.084	0.544	0.247
O	13.72	-0.062	22.132	0.045	-0.201	0.198
O	6.809	9.315	23.126	-0.67	-0.352	0.373
O	3.33	6.787	30.727	0.227	0.13	-0.482
O	9.316	0.894	23.03	-0.288	0.041	0.328
O	6.702	5.389	28.852	0.455	0.271	-0.076
O	10.096	7.112	23.099	0.159	-0.366	0.374
O	8.137	11.132	21.949	-0.278	0.21	0.201
O	1.569	14.025	33.091	-0.106	-0.004	-0.14
O	14.919	4.032	24.217	0.019	-0.031	0.419
O	5.044	10.461	32.807	0.215	-0.04	-0.242
O	16.182	-0.264	32.928	-0.059	0.351	-0.201
O	6.207	3.842	23.091	-0.2	0.273	0.242
O	1.709	-0.883	26.273	-0.21	0.273	-0.228
O	6.112	4.108	33.764	-0.022	0.05	-0.382
O	2.724	0.049	22.24	0.003	0.079	0.402
O	1.761	2.287	32.763	0.039	-0.433	-0.055
O	8.804	2.313	26.424	-0.056	0.015	0.018
O	16.938	4.253	33.874	0.132	-0.073	-0.103
O	12.744	3.287	32.824	0.083	-0.162	-0.368
O	16.964	9.615	33.784	-0.094	-0.065	-0.185
O	6.858	12.596	26.81	-0.168	-0.389	-0.094
O	13.655	8.143	32.779	0.118	0.429	-0.303
O	6.765	12.655	29.327	-0.319	0.039	0.526
O	4.475	0.812	32.975	-0.324	0.258	-0.011
O	15.437	6.171	32.918	0.231	0.007	-0.232
O	9.336	-1.062	30.335	-0.656	-0.083	-0.428
O	1.525	9.488	23.214	-0.004	0.073	0.21
O	8.163	5.464	22.277	-0.003	-0.111	0.446
O	4.362	7.306	23.112	0.473	0.262	0.079
O	6.12	-1.237	33.68	0.104	0.045	-0.417
O	13.578	10.809	28.675	0.061	-0.315	0.473
O	10.9	2.719	22.112	0.231	0.021	0.413
O	3.4	12.299	33.752	0.113	0.082	-0.599
O	5.489	13.552	22.172	0.013	-0.041	0.541
O	6.669	3.392	27.148	0.216	-0.251	0.299
O	1.977	7.634	32.809	-0.125	-0.29	-0.172
O	4.443	3.345	25.049	-0.23	-0.069	-0.052
O	9.585	8.287	27.74	0.138	-0.131	0.197
O	6.672	0.789	27.193	0.297	0.005	0.507
O	15.72	13.826	31.666	-0.172	0.097	-0.252
O	0.941	3.226	30.314	-0.071	-0.14	-0.056
O	16.123	8.004	22.179	-0.143	-0.155	0.565
O	9.531	12.155	26.302	0.071	-0.023	0.199
O	6.891	5.946	26.367	0.386	-0.138	-0.213
O	9.019	6.729	33.624	0.116	-0.119	-0.202
O	12.583	4.423	23.04	-0.361	-0.024	0.348
O	2.696	5.427	22.208	-0.186	0.133	0.195
O	3.217	13.586	30.149	-0.149	-0.078	0.264
O	7.716	13.122	32.888	-0.07	-0.155	-0.505
O	3.381	2.091	30.81	-0.009	0.126	-0.324
O	8.471	-0.273	25.178	-0.21	0.061	0.661
O	14.315	6.364	23.202	0.052	0.166	0.45
O	13.086	5.799	31.92	-0.177	0.314	0.064
O	14.884	7.255	30.557	-0.315	0.051	-0.138
O	12.342	14.061	22.66	0.39	-0.264	0.101
O	10.738	4.945	32.638	-0.42	-0.064	-0.576
O	4.684	1.675	23.065	-0.1	-0.239	0.164
O	15.39	11.508	32.933	0.125	-0.324	-0.181
O	7.16	15.341	23.012	0.232	0.485	0.124
O	15.882	7.989	28.129	-0.044	-0.041	-0.143
O	6.953	8.313	27.646	-0.382	-0.096	0.392
O	5.716	8.902	30.802	-0.071	0.022	-0.236
O	4.528	11.282	30.369	0.461	0.18	0.062
O	0.688	14.787	22.885	-0.362	0.166	0.259
O	11.646	14.988	33.758	0.073	-0.036	-0.446
O	2.656	4.476	31.763	-0.496	0.223	0.214
O	2.56	-0.604	28.672	-0.178	0.16	0.186
O	9.954	12.92	22.781	-0.22	-0.103	0.387
O	7.823	8.157	25.221	0.472	-0.383	-0.137
O	2.79	8.19	25.094	0.01	0.004	0.482
O	11.611	13.998	29.825	0.16	-0.182	0.272
O	14.355	1.434	33.718	0.012	-0.127	-0.346
O	4.995	4.72	30.704	-0.243	-0.553	-0.129
O	7.583	10.847	25.118	-0.293	0.036	-0.156
O	16.725	10.435	27.502	0.302	-0.186	-0.245
O	13.806	13.477	28.537	0.283	0.253	-0.384
O	14.36	9.56	26.584	-0.105	-0.075	-0.609
O	7.492	8.538	32.651	-0.093	0.277	-0.257
O	13.013	5.382	25.416	0.26	0.48	0.296
O	16.398	13.676	25.145	-0.508	-0.036	0.336
O	11.876	9.091	23.1	0.236	-0.221	0.42
O	7.443	3.811	30.819	0.513	0.333	-0.016
O	2.267	3.981	26.391	-0.25	0.563	-0.065
O	1.282	12.267	23.267	-0.164	-0.281	-0.441
O	2.694	13.285	25.205	0.534	0.404	-0.015
O	11.203	6.238	27.135	-0.317	0.028	0.482
O	15.464	1.719	23.087	-0.035	-0.073	0.274
O	13.149	2.002	29.011	0.497	-0.195	0.072
O	10.03	13.135	31.696	0.324	0.267	0.138
O	6.01	15.241	25.406	-0.522	-0.05	-0.169
O	8.165	8.348	30.007	0.529	0.02	0.099
O	16.49	3.44	27.832	-0.492	-0.127	-0.151
O	13.492	13.32	33.024	-0.143	0.086	-0.201
O	3.146	9.347	31.275	-0.458	0.292	-0.301
O	10.598	15.143	24.123	0.302	0.055	0.207
O	6.65	1.996	24.875	0.243	-0.122	-0.366
O	9.345	12.821	29.192	0.368	-0.054	-0.43
O	4.438	5.989	32.961	-0.085	0.307	-0.097
O	4.603	4.878	27.254	-0.418	0.31	0.369
O	7.92	13.492	24.684	0.123	-0.019	-0.524
O	11.074	3.704	26.211	0.016	0.008	-0.285
O	15.1	12.89	22.952	-0.189	0.11	0.617
O	1.057	8.014	30.301	0.113	0.414	0.048
O	12.111	3.996	30.398	-0.356	0.224	-0.279
O	13.916	12.105	30.838	-0.576	-0.473	-0.075
O	1.924	1.529	27.249	0.2	-0.153	0.097
O	5.975	1.574	30.946	0.01	-0.074	-0.451
O	11.175	0.781	30.255	0.326	0.267	0.12
O	3.835	11.823	23.239	0.122	-0.235	0.218
O	4.137	0.166	26.746	0.016	0.228	-0.527
O	10.951	8.159	25.404	0.197	-0.009	0.026
O	11.533	13.619	27.228	-0.149	0.362	-0.034
O	8.224	10.485	28.513	0.253	0.026	-0.301
O	13.517	10.945	22.173	0.005	0.119	0.54
O	4.466	12.501	28.083	-0.155	0.061	-0.398
O	1.471	-0.907	30.949	-0.148	0.256	-0.282
O	11.987	11.038	26.625	-0.22	-0.055	-0.029
O	12.535	-0.459	28.281	0.283	0.022	-0.419
O	6.876	6.45	31.22	-0.037	-0.145	0.555
O	16.666	8.813	25.592	-0.112	-0.524	-0.107
O	4.14	-0.391	30.726	0.353	-0.515	0.069
O	1.19	13.052	27.398	-0.23	0.283	0.383
O	14.738	3.913	29.771	-0.022	0.053	0.559
O	12.94	4.424	27.91	0.089	0.309	0.025
O	9.419	9.554	23.778	0.174	0.351	-0.196
O	8.193	11.329	31.02	-0.114	-0.657	0.003
O	16.601	5.671	29.296	0.262	0.061	-0.33
O	8.614	1.442	30.622	0.118	0.227	-0.305
O	9.987	0.29	32.567	-0.311	0.167	-0.161
O	5.791	14.75	27.96	-0.137	0.105	0.447
O	10.76	1.21	25.206	0.418	0.055	-0.258
O	3.61	5.781	25.041	-0.451	-0.2	-0.401
O	16.657	2.466	25.368	0.044	-0.435	0.053
O	0.972	3.637	23.108	0.337	-0.186	0.393
O	10.893	1.576	27.79	-0.452	-0.111	0.142
O	12.164	8.682	27.69	0.034	-0.118	0.292
O	9.512	11.145	33.23	-0.039	-0.303	-0.319
O	15.916	12.099	29.231	0.133	0.237	0.22
O	2.216	11.417	29.1	0.067	-0.503	0.335
O	2.28	10.746	25.227	0.211	0.123	0.549

Results
total energy: -101658.258 eV
total energy less fixed offsets of O -438.35, Si -107.03 eV per atom: -5.058 eV
